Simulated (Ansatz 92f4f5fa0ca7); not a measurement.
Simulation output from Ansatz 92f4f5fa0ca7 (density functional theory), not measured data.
Periodic cell of 254 atoms, Si144O106N4, from a study of silicon, its oxide and their interface. The atomic structure is a simulated model.

Settings
functional: r2SCAN
potential files: Ansatz norm-conserving
basis: plane waves
wave-function cutoff: 1300 eV
density cutoff ratio: 4
exchange-correlation grid ratio: 1
k mesh: 2 x 2 x 1, shifted by 0.5 0.5 0.5 of a step
self-consistency stop: 5e-08 eV per atom in the density residual
occupations: Fermi-Dirac, 0.05 eV
spin: none
net charge: 0

Cell vectors (angstrom)
a 10.888 0 0
b 0 10.888 0
c 0 0 35.5503

Atoms: element, x, y, z (angstrom)
Si -0.1716 0.5914 -0.043
Si 2.4322 2.9647 0.4456
Si 0.288 5.1004 0.1246
Si 3.0091 7.975 0.0174
Si 5.701 -0.3437 0.0045
Si 8.2679 2.5429 0.0566
Si 5.2112 5.7436 -0.1142
Si 7.9886 8.4058 -0.0058
Si 1.2013 1.4584 1.6503
Si 4.1212 4.2265 1.3827
Si 1.4252 6.7857 1.3179
Si 4.1136 9.5045 1.3874
Si 6.7665 1.3097 1.3371
Si 9.4932 4.0616 1.3944
Si 6.7894 6.8405 1.2924
Si 9.6309 9.6442 1.1582
Si -0.1517 2.7849 2.9423
Si 2.7041 -0.0046 2.7183
Si 0.0204 8.2084 2.5809
Si 2.7471 5.5085 2.7928
Si 5.4346 2.7388 2.6693
Si 8.212 -0.0041 2.6713
Si 5.457 8.1539 2.7589
Si 8.1399 5.4766 2.6711
Si 1.3562 4.1354 4.1367
Si 4.0724 1.3826 4.0509
Si 1.3556 9.4999 4.054
Si 4.0945 6.8369 4.1517
Si 6.8076 4.0801 4.0497
Si 9.4314 1.3372 4.1824
Si 6.8474 9.5331 4.0618
Si 9.5356 6.8553 3.9948
Si -0.0099 -0.0287 5.43
Si 2.7186 2.7252 5.4444
Si -0.012 5.5125 5.4394
Si 2.7086 8.1858 5.4744
Si 5.4539 0.0183 5.4072
Si 8.1053 2.7348 5.4978
Si 5.4578 5.4289 5.4387
Si 8.1909 8.1667 5.4228
Si 1.3486 1.3416 6.7759
Si 4.0963 4.0784 6.802
Si 1.3559 6.8214 6.8382
Si 4.096 9.5513 6.7962
Si 6.7585 1.3602 6.8424
Si 9.5283 4.1082 6.7926
Si 6.828 6.7951 6.7811
Si 9.5393 9.5088 6.8124
Si 0.0006 2.7116 8.1363
Si 2.7123 0.0076 8.152
Si 0.0062 8.1742 8.2025
Si 2.7454 5.4413 8.1639
Si 5.4177 2.7296 8.2048
Si 8.1543 -0.0232 8.1569
Si 5.4597 8.1562 8.1404
Si 8.1699 5.4487 8.169
Si 1.4074 4.0348 9.4953
Si 4.0222 1.3798 9.5354
Si 1.396 9.5241 9.5452
Si 4.1221 6.7958 9.5314
Si 6.818 4.085 9.5393
Si 9.5125 1.3513 9.498
Si 6.8036 9.4987 9.5335
Si 9.5201 6.8079 9.5367
Si 0.005 0.0107 10.8521
Si 2.7182 2.7199 10.9796
Si 0.0366 5.3988 10.7866
Si 2.7862 8.1647 10.9061
Si 5.3913 -0.0024 10.8198
Si 8.1517 2.6874 10.8892
Si 5.4715 5.4335 10.9233
Si 8.1558 8.1433 10.9327
Si 1.298 1.3369 12.2974
Si 4.162 4.0626 12.3354
Si 1.4086 6.7137 12.1426
Si 4.1358 9.5672 12.2867
Si 6.6816 1.3482 12.2054
Si 9.6119 4.0378 12.1574
Si 6.8325 6.7469 12.3347
Si 9.5359 9.5681 12.2159
Si -0.0547 2.7235 13.6734
Si 2.6859 -0.006 13.6439
Si 0.0309 8.0769 13.4195
Si 2.7599 5.4485 13.6147
Si 5.4827 2.6706 13.7817
Si 8.0692 0.047 13.5119
Si 5.5324 8.2335 13.6757
Si 8.2924 5.2923 13.5726
Si 1.5903 3.8705 14.9187
Si 3.7629 1.5637 15.0365
Si 1.5256 9.1837 14.7875
Si 3.864 7.128 14.858
Si 7.178 3.8228 15.0525
Si 9.1075 1.6247 14.9104
Si 7.2737 9.252 14.997
Si 9.4667 6.8991 14.8232
Si 8.7246 -14.2763 26.1861
Si 14.6176 -2.154 28.4316
Si 1.362 0.6999 32.6524
Si -4.7019 20.061 24.2039
Si 9.1802 1.6669 23.4301
Si 8.0415 13.2437 17.7794
Si 2.258 7.0413 30.5914
Si 21.1922 -5.152 30.8644
Si 5.651 9.809 19.8391
Si 5.6254 5.7992 16.9898
Si 23.9015 -6.7105 24.4324
Si 21.4805 -1.1428 19.4733
Si 5.4353 3.6111 18.7814
Si 13.437 -11.8601 22.8802
Si 20.7324 2.4723 27.9108
Si -6.0431 -9.1215 26.8759
Si 23.3539 -34.852 32.9339
Si 8.5162 18.6341 23.3204
Si 1.8594 4.5195 27.3463
Si 9.7337 18.2559 20.6526
Si 29.6429 -11.6719 17.9738
Si 15.0362 0.8385 18.0889
Si 21.3788 3.563 19.33
Si 1.214 1.2556 18.8732
Si -3.6494 1.4136 28.3194
Si 6.3827 3.1059 23.1592
Si -9.4934 18.2064 19.3024
Si 11.231 -21.1402 21.6892
Si 9.8764 -3.9299 33.5067
Si 7.2291 7.3556 19.2408
Si 8.8943 10 24.9014
Si 5.6871 -5.4784 21.2276
Si -5.9846 4.3599 25.3725
Si 11.1727 3.4251 22.3279
Si -0.2791 -0.3046 16.8522
Si 14.1908 -17.3502 29.7961
Si 0.6538 13.82 30.5676
Si -15.8879 -18.9489 30.5545
Si -4.6534 -7.2546 33.4296
Si 3.749 -3.2604 21.1964
Si 27.4002 -3.5722 26.4543
Si 14.9102 1.4253 33.8297
Si 11.1267 -5.2969 17.1894
Si 15.9344 -10.522 29.4686
Si 15.8972 -10.3875 22.2618
Si 9.834 -16.4555 28.0881
Si 12.1479 2.0142 26.1913
Si 13.8405 -11.2575 25.927
O -9.1222 2.6211 24.7751
O 0.6856 0.5932 34.1241
O 4.0961 -4.0171 34.9959
O 15.3401 3.2879 26.5043
O 10.4245 3.9088 20.935
O -12.4176 -1.8664 26.1371
O 2.3889 8.856 34.3334
O 9.6141 -26.1311 27.0822
O 4.9204 -8.1742 33.5373
O 6.846 -1.4079 35.0528
O 10.4524 -5.1711 34.3623
O 2.7346 -10.0906 18.8275
O -2.0925 1.2599 28.0493
O -3.9604 8.1146 23.1926
O 3.096 -12.3099 27.1381
O 2.6858 13.6359 15.3842
O 0.6736 9.526 16.1275
O 1.0429 2.8432 19.1056
O 6.5783 15.9249 15.9455
O 1.2882 10.0678 32.1257
O 4.8953 -0.5071 18.5312
O 6.6034 6.5124 20.4789
O 22.4183 0.8854 17.4107
O 2.6956 8.1738 15.2934
O 10.3513 15.7545 18.4
O 9.1087 -6.9715 27.7334
O 37.4306 -7.0567 30.001
O 4.4627 -4.5818 21.8227
N 7.0914 9.108 19.2058
O 12.497 -10.4261 26.267
O 28.3473 17.6127 17.9065
O 8.7253 6.887 24.6744
O 6.5826 -18.2471 31.8499
O -3.7326 -1.1457 16.5454
N 9.6004 -0.9852 18.0659
O -6.0494 8.6435 20.5827
O 32.3692 -8.6634 26.5085
O 20.2452 5.7517 29.5654
O -1.2029 0.8221 22.1447
O -1.0378 -1.895 20.6862
O 0.994 4.4942 16.2882
O 8.3619 8.0458 15.1597
O 33.688 -11.4421 22.5499
O -7.7962 -16.7922 28.2764
O 12.6558 -5.8584 25.7971
O 15.045 0.8898 16.47
O 11.1991 6.7499 20.3857
O 15.1761 9.837 29.5137
O 17.8858 3.4437 18.3752
O 24.6583 -2.4551 22.2969
O -0.7938 6.4016 16.2478
O -1.5199 -8.3283 18.703
O 16.0958 1.3297 30.7933
O 3.1606 5.7189 30.7431
O -6.0689 13.0473 18.6841
N 19.0433 2.6642 16.0092
N 11.2309 0.3379 20.0177
O 18.4498 11.7166 18.1023
O 33.9572 -17.284 23.0602
O -5.7236 -17.5065 20.2101
O 10.7931 4.2262 31.1982
O 15.6664 -6.2332 17.7426
O 15.2099 -9.5563 28.3591
O -1.2606 22.1714 15.8225
O -15.2909 4.4916 22.3005
O 9.4449 -4.5396 32.0837
O 19.6961 -3.877 19.3704
O 17.4563 10.9633 28.9507
O 1.0094 8.8662 19.0315
O -1.7987 -14.8479 22.0603
O 3.4265 -10.7108 22.1237
O 24.6247 -14.6335 19.9444
O 22.3141 5.0272 28.1137
O 18.1697 -0.896 25.0585
O 16.1354 -13.4378 25.2313
O 5.2307 -19.7161 22.6534
O 7.0077 -8.2709 29.403
O 1.3887 3.967 35.1834
O -1.5396 0.6535 24.7088
O 4.8634 -3.1411 27.8201
O -3.6795 -14.3274 26.7463
O 2.7684 -11.9335 24.4789
O 2.9365 11.985 32.6952
O 14.6012 -6.4476 24.2515
O 15.4204 6.7065 16.2686
O 2.1828 3.326 30.2078
O 16.7053 11.0418 20.892
O -9.5573 6.5525 17.885
O 0.687 6.683 30.5503
O 7.5137 -7.766 34.2776
O -4.4226 1.7055 26.9219
O 12.8574 -7.987 27.3415
O 5.4259 10.2934 23.3698
O 10.0808 -7.8692 23.4704
O 15.8778 0.1824 34.1786
O 11.9801 -8.825 21.9437
O 22.4052 1.7404 31.6684
O 7.6826 2.1635 23.1837
O 20.1618 -1.7204 23.5479
O 15.0947 -10.2095 25.8531
O 10.7641 -19.3455 29.2421
O 13.4017 -3.0562 31.9672
O 3.1523 -9.0832 35.1194
O -8.2465 7.8865 29.2684
O -5.6556 5.8013 26.0152
O 17.0512 -7.2185 24.6524
O 9.427 1.5113 35.1008
O 8.6126 -14.1247 34.232
O 5.8247 -16.6934 34.0589
O 11.0426 -13.7271 33.3166

Results
free energy: -67329.853 eV
free energy less fixed offsets of N -289.75, O -463.61, Si -117.95 eV per atom: -43.393 eV
pressure: 0.36 GPa
stress xx, yy, zz, yz, xz, xy (GPa, positive in tension): -1.33, 0.29, -0.04, -0.37, 0.26, -0.04

Forces (eV/angstrom), in the order of the atoms: element, x, y, z
Si -0.0598 -0.0167 0.1033
Si -0.0446 0.03 0.0629
Si 0.0058 -0.0193 0.1382
Si 0.0059 -0.0247 0.1089
Si 0.0594 0.0008 0.1267
Si 0.0359 -0.005 0.0952
Si -0.0396 0.0162 0.125
Si 0.0082 0.0098 0.1076
Si -0.0054 -0.0053 0.0158
Si 0.0194 0.0135 0.0154
Si 0.0077 0.0006 -0.0284
Si -0.0043 0.0043 0.0282
Si -0.006 0.0002 0.0014
Si 0.0194 -0.0016 0.0038
Si -0.0004 0.0255 0.02
Si -0.0111 -0.0009 0.0087
Si 0.0173 0.0136 0.0105
Si 0.0036 0.0017 -0.0125
Si -0.0162 0.0016 0.0127
Si -0.0032 -0.0059 -0.0048
Si 0.0081 -0.0079 -0.0082
Si -0.0057 0.0147 0.0087
Si -0.0057 0.0018 0.0183
Si -0.0012 0.0012 0.0015
Si -0.012 -0.0021 -0.0058
Si -0.0079 0.0045 0.0003
Si -0.0021 0.013 -0.0144
Si 0.0128 -0.0064 -0.0009
Si -0.0069 0.0098 -0.0139
Si 0.0093 -0.0104 -0.0085
Si 0.0054 -0.0023 0.001
Si 0.0117 -0.0006 0.0034
Si -0.0035 0.0007 0.0021
Si -0.007 0.0124 0.009
Si -0.0091 0.0022 -0.003
Si -0.0041 0.0043 0.004
Si 0.0048 0.0023 -0.003
Si 0.0049 -0.0138 0.0083
Si -0.0009 -0.0044 0.0025
Si 0.0132 -0.0048 0.0026
Si -0.0108 -0.0128 0.0018
Si 0.0098 0.0134 -0.0039
Si 0.0061 0.0084 -0.0054
Si -0.0128 -0.0087 0.0009
Si 0.0027 0.0169 0.0039
Si 0.0168 -0.0025 0.0022
Si -0.0047 0.0087 0.0018
Si 0.0023 0.0078 -0.0002
Si 0.0167 -0.0002 0.0068
Si 0.0032 0.0323 0.0037
Si 0.0029 0.0033 0.0036
Si -0.0093 -0.0238 -0.0006
Si -0.0287 -0.0058 0.0082
Si 0.0192 0.0002 0.005
Si 0.0049 -0.0025 -0.004
Si -0.0081 0.007 0.0044
Si 0.0184 0.0018 0.0009
Si -0.0151 -0.0102 -0.0039
Si 0.0129 -0.0096 0.0001
Si -0.0182 0.0094 -0.0022
Si 0.0041 -0.0166 0.0035
Si -0.0099 0.0128 0.0029
Si -0.0045 -0.0029 -0.0056
Si 0.0184 0.01 0.0029
Si 0.0215 -0.0064 -0.0192
Si -0.0026 0.0004 0.006
Si 0.0181 -0.0131 0.0163
Si -0.0076 0.0124 -0.0035
Si -0.0338 0.0296 0.0095
Si -0.0023 -0.0025 0.023
Si 0.0047 -0.0086 -0.0053
Si -0.0015 0.0035 0.0245
Si -0.0038 -0.0134 -0.022
Si -0.0126 0.0231 -0.0331
Si 0.003 0.0091 -0.0176
Si 0.0013 -0.023 -0.0137
Si 0.0082 -0.0035 -0.0216
Si 0.0157 0.0118 -0.0104
Si -0.0154 0.005 -0.0117
Si 0.0086 0.0016 -0.0075
Si 0.0188 0.0094 0.0249
Si 0.0029 0.0104 0.0001
Si 0.0041 0.0014 -0.0162
Si -0.0184 -0.0164 -0.0003
Si 0.0009 -0.0028 0.0272
Si 0.0052 -0.0108 0.0129
Si 0.0023 0.0115 -0.0021
Si 0.0299 -0.0227 -0.0196
Si 0.0295 -0.0217 -0.162
Si -0.0493 0.0203 -0.1707
Si 0.0296 0.0183 -0.093
Si -0.0039 0.0029 -0.0796
Si 0.0021 0.0089 -0.0698
Si -0.0123 0.0809 -0.102
Si -0.0058 -0.0317 -0.1073
Si -0.0181 0.034 -0.08
Si 0.0208 -0.0455 0.0329
Si -0.0491 -0.029 0.2164
Si 0.0255 -0.0463 0.2485
Si -0.0231 0.0073 -0.0676
Si -0.0029 0.0111 -0.0442
Si -0.0314 0.0032 -0.3186
Si -0.0452 0.0438 0.2295
Si 0.0045 0.0631 0.2565
Si 0.0538 -0.0141 -0.2329
Si -0.0319 -0.0087 -0.2515
Si -0.003 0.0458 -0.047
Si -0.0107 -0.0229 -0.2586
Si 0.0241 -0.0338 -0.2275
Si -0.0047 -0.0406 -0.085
Si 0.0022 -0.0023 0.1999
Si 0.0193 -0.0136 0.1359
Si -0.0364 0.0085 0.2305
Si 0.0108 -0.0638 -0.1468
Si 0.0171 0.0614 0.142
Si 0.0067 -0.0211 -0.183
Si 0.0168 0.0752 -0.2598
Si -0.0021 0.0638 -0.2773
Si -0.0673 -0.0044 -0.2933
Si 0.0269 0.0165 -0.2277
Si -0.0177 0.0332 0.1296
Si -0.0161 0.047 -0.12
Si -0.0033 -0.0354 -0.2411
Si 0.0328 -0.002 -0.2152
Si 0.0062 0.0237 0.2542
Si -0.117 -0.0153 -0.2068
Si 0.0178 0.0055 -0.0142
Si -0.0014 -0.0005 -0.2265
Si -0.0111 -0.0077 0.0145
Si -0.032 0.0347 -0.2217
Si -0.0458 -0.0137 -0.27
Si 0.0063 -0.0158 0.2211
Si 0.028 -0.0184 0.2693
Si -0.0116 0.0767 0.2622
Si 0.0147 0.0542 0.287
Si 0.0288 -0.0353 -0.2027
Si -0.0434 0.0074 0.1163
Si -0.0008 -0.0067 0.1725
Si 0.0093 -0.0518 -0.2947
Si -0.0177 0.0255 0.2045
Si 0.0204 0.0136 -0.1968
Si -0.028 0.0211 0.1945
Si -0.0247 0.0248 0.0515
Si 0.0344 -0.0383 0.0456
O -0.0013 -0.0311 -0.0057
O 0.0405 0.0138 -0.1767
O 0.0072 0.0041 -0.0736
O 0.0214 0.0389 -0.0523
O 0.0313 -0.0046 0.1916
O 0.0145 0.0233 0.0032
O -0.0283 0.0172 -0.1547
O -0.0155 0.028 -0.0589
O 0.0186 0.0098 -0.092
O -0.028 0.0197 -0.0687
O -0.0396 0.0494 -0.145
O -0.062 -0.0056 0.0988
O 0.0119 -0.0027 -0.0558
O -0.0169 0.0189 0.043
O -0.0169 0.0491 -0.0957
O 0.0305 -0.0209 0.0677
O -0.0385 0.027 0.1353
O 0.0232 0.0061 0.0814
O -0.0252 0.0387 0.118
O 0.0076 0.0089 -0.0814
O 0.0361 -0.0533 0.1111
O 0.0004 -0.0419 0.1181
O 0.0066 0.0118 0.1432
O -0.0093 -0.014 0.0443
O -0.0049 -0.0364 0.1504
O -0.0027 -0.0044 -0.0526
O -0.0181 -0.0111 -0.096
O -0.0159 0.0024 0.0628
N -0.0035 -0.0116 0.1263
O -0.0329 -0.0103 -0.0179
O 0.0622 0.0715 0.1594
O -0.003 0.0039 0.0406
O -0.0039 -0.0597 -0.2204
O 0.0545 0.0326 0.1822
N 0.0143 -0.0189 0.1961
O -0.0555 -0.0289 0.099
O 0.0328 -0.033 -0.0665
O -0.0178 -0.0358 -0.1746
O -0.0372 0.0072 0.0899
O -0.0298 -0.0301 0.0789
O -0.0584 0.0666 0.1793
O -0.0143 -0.0003 0.0375
O 0.0131 -0.0163 0.0632
O -0.0344 -0.0115 -0.1161
O 0.0191 -0.016 -0.0211
O 0.0114 -0.029 0.2197
O -0.0235 -0.0161 0.0948
O -0.0025 -0.0163 -0.0836
O -0.0148 0.0416 0.1419
O -0.02 0.0581 0.0755
O 0.0561 -0.0283 0.1232
O 0.0961 0.0293 0.1725
O 0.0014 -0.0595 -0.1042
O 0.0099 -0.0447 -0.0761
O -0.0031 0.007 0.0888
N -0.0064 -0.0078 0.1603
N -0.0093 0.0383 0.1972
O -0.015 -0.0521 0.1038
O 0.0231 -0.0102 0.0561
O -0.0016 0.0587 0.1696
O 0.0069 -0.0234 -0.0859
O -0.0033 -0.0398 0.1176
O -0.008 0.0205 -0.1125
O 0.0559 -0.1102 0.1297
O 0.0213 -0.054 0.0885
O 0.0058 -0.0458 -0.1804
O 0.0552 -0.0017 0.0874
O 0.025 0.0151 -0.0587
O 0.0105 0.0053 0.0893
O -0.0239 0.0097 0.1238
O -0.0021 0.0053 0.0538
O 0.0484 0.0137 0.1161
O 0.0032 -0.0044 -0.0713
O -0.0022 -0.0092 0.0258
O -0.0055 0.0102 -0.0143
O 0.0053 0.0006 0.0469
O 0.0316 -0.0647 -0.1057
O 0.0116 0.0103 -0.0752
O -0.0083 -0.0189 0.0229
O 0.0508 -0.0205 -0.1079
O 0.0001 0.0017 -0.0302
O 0.0057 -0.0059 0.0441
O -0.0306 0.023 -0.1045
O -0.0111 0.0069 0.0022
O 0.0376 -0.0318 0.1238
O 0.0289 0.0195 -0.0876
O -0.0186 0.0491 0.1498
O 0.0335 0.064 0.1533
O 0.0126 -0.0271 -0.0747
O -0.0558 0.0335 -0.1425
O -0.0192 -0.0148 -0.0562
O -0.0149 -0.0674 -0.066
O 0.0101 -0.0392 0.0793
O -0.0248 -0.0034 0.0705
O -0.028 0.0199 -0.1277
O 0.0015 -0.0025 0.063
O -0.0309 0.0847 -0.1578
O 0.0074 -0.0214 0.0338
O 0.0275 0.0364 0.0391
O -0.0306 -0.0083 -0.035
O -0.0759 -0.0133 -0.1663
O 0.0245 -0.0606 -0.1371
O 0.0173 -0.0461 -0.0782
O 0.0488 0.0387 -0.1402
O 0.0019 -0.0006 -0.0144
O 0.0106 -0.0076 0.0272
O 0.0006 -0.016 -0.0618
O 0.0384 -0.0403 -0.1303
O 0.0252 -0.0628 -0.1463
O 0.0133 -0.0058 -0.0921
